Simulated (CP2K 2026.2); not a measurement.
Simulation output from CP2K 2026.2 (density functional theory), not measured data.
Periodic cell of 504 atoms, Si360O144, from a study of silicon, its oxide and their interface. The atomic structure is a simulated model.
Doubt: the forces sum to 3.10 eV/angstrom along one axis rather than to zero, so they err by at least 0.0062 eV/angstrom per atom on average; the grid cutoff is modest.

Settings: functional PBE; method Gaussian and plane waves; basis set DZVP-MOLOPT-SR-GTH; pseudopotentials GTH-PBE; grid cutoff 350 Ry, relative cutoff 50 Ry; k points Gamma only; occupations fixed; spin none; net charge 0.

Cell vectors (angstrom)
a 16.32 0 0
b 0 16.32 0
c 5.67 -0.0113 33.1131

Atoms and the computed forces on them: element, x, y, z (angstrom), force x, y, z (eV/angstrom)
Si 1.553 14.739 0.092 -0.213 0.146 0.691
Si 10.079 1.038 32.943 -0.243 0.223 0.737
Si 6.753 4.188 33.074 0.31 -0.131 0.664
Si 3.926 7.051 0.135 0.089 -0.235 0.71
Si 1.739 9.289 0.225 -0.162 0.012 0.724
Si 3.758 12.483 0.159 0.275 -0.066 0.763
Si 12.425 15.215 33.088 0.09 -0.26 0.665
Si 14.993 1.784 32.959 0.221 -0.304 0.667
Si 6.971 3.891 0.055 -0.17 0.206 0.757
Si 9.216 7.013 0.06 0.259 -0.176 0.657
Si 6.954 9.247 0.1 -0.115 0.232 0.658
Si 9.77 11.933 0.084 -0.159 0.093 0.738
Si 12.339 14.628 0.07 -0.058 0.285 0.662
Si 14.648 1.725 0.059 0.168 -0.356 0.736
Si 12.516 4.041 0.239 -0.255 0.117 0.696
Si 15.175 6.429 0.139 -0.058 0.319 0.748
Si 12.017 9.769 0.19 -0.002 -0.116 0.671
Si 14.614 12.457 0.081 0.206 -0.092 0.703
Si 2.781 0.023 1.254 0.012 0.01 -0.065
Si 5.419 2.658 1.271 0.028 -0.026 -0.058
Si 2.72 5.366 1.246 -0.028 0.019 -0.05
Si 5.436 8.168 1.509 -0.027 0 -0.05
Si 2.758 10.896 1.554 -0.006 0.004 -0.039
Si 5.501 13.636 1.263 0.017 0.003 -0.061
Si 8.28 0.114 1.241 0.002 0.037 -0.026
Si 10.845 2.824 1.315 -0.004 0.007 -0.043
Si 8.104 5.453 1.402 -0.002 -0.006 -0.041
Si 10.859 8.113 1.361 -0.008 0.005 -0.062
Si 8.13 10.848 1.354 0.016 -0.019 -0.053
Si 10.856 13.512 1.449 -0.016 -0.021 -0.051
Si 13.518 0.011 1.245 0.006 -0.017 -0.058
Si 16.308 2.704 1.39 -0.014 0.014 -0.079
Si 13.702 5.435 1.642 0.012 -0.006 -0.044
Si 16.318 8.137 1.302 0.011 -0.005 -0.074
Si 13.559 10.919 1.488 0 -0.008 -0.059
Si 16.258 13.589 1.345 0.002 0.003 -0.04
Si 1.402 1.338 2.656 -0.011 -0.031 0.02
Si 4.066 4.029 2.636 0.026 0.034 0.004
Si 1.367 6.748 2.675 0.003 -0.016 0.028
Si 4.142 9.564 2.864 -0.009 -0.027 0.025
Si 1.282 12.244 2.766 0.009 0.015 0.027
Si 4.127 14.982 2.662 -0.001 0.004 0.04
Si 6.843 1.371 2.662 -0.016 -0.018 0.042
Si 9.519 4.136 2.737 -0.002 0.008 0.03
Si 6.765 6.762 2.808 -0.011 -0.004 0.03
Si 9.482 9.472 2.739 0.01 0.001 0.045
Si 6.803 12.266 2.673 -0.006 -0.011 0.01
Si 9.518 14.999 2.665 -0.01 0.002 0.013
Si 12.181 1.367 2.651 0.004 0.003 0.009
Si 15.031 4.015 2.886 0.028 -0.015 0.029
Si 12.237 6.833 2.781 -0.024 0.019 0.022
Si 14.975 9.499 2.704 0.022 0.01 0.017
Si 12.218 12.241 2.863 -0.009 -0.005 0.042
Si 14.92 15.011 2.666 -0.006 0.006 0.009
Si 16.33 -0.001 4.03 -0.015 -0.005 -0.003
Si 2.725 2.707 4.044 -0.006 0.002 -0.006
Si 16.382 5.437 4.144 -0.003 0.024 -0.002
Si 2.712 8.131 4.076 -0.018 -0.002 -0.026
Si 16.292 10.858 4.111 -0.013 0.005 0.015
Si 2.724 13.628 4.036 0.019 -0.013 -0.027
Si 5.478 0.009 4.043 0.006 0.008 -0.015
Si 8.156 2.742 4.062 -0.014 -0.009 -0.005
Si 5.39 5.376 4.078 0.001 0.001 0.02
Si 8.145 8.138 4.129 0.016 0.006 -0.012
Si 5.501 10.94 4.139 0.022 -0.007 0.017
Si 8.154 13.633 4.033 0.008 -0.002 0.009
Si 10.871 0.011 4.058 0 0.013 -0.003
Si 13.568 2.658 4.095 0 0.003 0.004
Si 10.886 5.455 4.116 -0.013 -0.006 0.001
Si 13.606 8.189 4.105 0.01 0 0.014
Si 10.839 10.839 4.128 -0.002 -0.009 -0.014
Si 13.606 13.653 4.104 0.008 -0.002 -0.011
Si 17.701 14.923 16.309 0.001 -0.004 -0.005
Si 4.104 1.343 16.294 -0.007 0.012 -0.009
Si 17.661 4.095 16.289 -0.003 -0.007 -0.013
Si 4.078 6.828 16.32 0.002 0.005 -0.003
Si 17.684 9.487 16.335 -0.01 -0.002 0.004
Si 4.096 12.248 16.348 0.011 -0.005 0.001
Si 6.809 14.962 16.348 -0.009 0.005 0.008
Si 9.524 1.398 16.321 0.004 0.001 -0.009
Si 6.81 4.064 16.316 0.014 -0.004 -0.006
Si 9.514 6.809 16.298 0.006 0.009 -0.008
Si 6.79 9.534 16.308 -0.005 -0.003 -0.013
Si 9.514 12.248 16.339 0.006 -0.006 0.001
Si 12.235 14.962 16.274 -0.008 0 -0.012
Si 14.958 1.377 16.295 -0.002 -0.003 -0.008
Si 12.234 4.074 16.325 0 -0.002 0.001
Si 14.966 6.798 16.337 0.001 -0.005 -0.003
Si 12.231 9.513 16.339 0.007 0.003 -0.007
Si 14.939 12.214 16.303 -0.01 0.018 -0.002
Si 19.113 16.257 17.642 0.012 -0.015 -0.019
Si 5.436 2.708 17.67 -0.002 -0.022 0.027
Si 18.981 5.493 17.637 0.002 0.011 -0.018
Si 5.466 8.167 17.685 -0.006 0.012 0.01
Si 19.076 10.831 17.669 0.004 -0.004 0.025
Si 5.456 13.607 17.74 0.005 0.008 0.003
Si 8.152 0.061 17.671 0.006 0.001 0.013
Si 10.883 2.733 17.723 0.004 0.001 0.012
Si 8.197 5.416 17.651 -0.016 0.01 -0.008
Si 10.823 8.184 17.684 -0.003 -0.008 0.016
Si 8.115 10.901 17.686 0.004 -0.005 -0.011
Si 10.916 13.604 17.661 -0.006 0.011 0.018
Si 13.553 0.04 17.617 0.004 0.004 -0.001
Si 16.329 2.724 17.654 -0.004 0.014 0.022
Si 13.604 5.42 17.673 0.004 0.009 0.021
Si 16.313 8.15 17.731 0.002 0.006 0
Si 13.603 10.859 17.704 -0.013 -0.009 0.001
Si 16.306 13.565 17.638 0.012 -0.013 0.016
Si 17.741 1.309 18.907 -0.019 -0.003 -0.021
Si 4.03 4.128 18.917 0.008 -0.002 -0.023
Si 17.664 6.793 19.111 0.008 -0.01 -0.002
Si 4.129 9.511 19.086 0.011 0.008 -0.021
Si 17.662 12.16 18.971 -0.027 -0.002 -0.027
Si 4.122 14.97 19.129 -0.014 0.025 -0.003
Si 6.768 1.363 19.095 0 -0.002 -0.026
Si 9.51 4.088 19.086 0 0.009 -0.003
Si 6.857 6.777 18.988 0.007 0.002 -0.03
Si 9.433 9.547 19.058 -0.003 -0.016 -0.02
Si 6.811 12.252 19.116 -0.01 -0.02 0.01
Si 9.6 15.058 18.951 0.014 0.028 -0.032
Si 12.27 1.386 19.078 0.01 -0.014 -0.003
Si 14.973 4.066 19.053 -0.011 0.002 -0.047
Si 12.19 6.782 18.976 0.006 -0.01 -0.042
Si 14.953 9.508 19.102 -0.01 0.016 -0.007
Si 12.225 12.204 19.055 -0.006 0.007 -0.015
Si 14.903 14.976 18.901 0.001 -0.02 -0.029
Si 16.319 16.294 20.19 0.009 -0.003 0.039
Si 19.06 2.708 20.237 -0.001 0.002 0.034
Si 16.295 5.422 20.472 0.002 -0.003 0.068
Si 19.085 8.12 20.449 0.019 0.015 0.038
Si 16.379 10.824 20.459 0.021 -0.01 0.054
Si 19.011 13.521 20.308 0.01 -0.024 0.036
Si 5.459 0.009 20.585 -0.002 0.004 0.053
Si 8.098 2.785 20.446 -0.017 -0.007 0.049
Si 5.414 5.454 20.253 -0.011 -0.001 0.045
Si 8.156 8.102 20.433 0.015 0.002 0.04
Si 5.47 10.879 20.527 0.002 -0.003 0.065
Si 8.251 13.721 20.274 0 0.017 0.042
Si 10.905 0.056 20.44 -0.029 -0.007 0.048
Si 13.658 2.691 20.467 0.014 0.012 0.051
Si 10.909 5.426 20.422 0.024 0.009 0.047
Si 13.491 8.149 20.356 -0.009 -0.005 0.047
Si 10.762 10.917 20.434 0.008 0.014 0.024
Si 13.63 13.614 20.317 -0.003 -0.005 0.024
Si 17.417 14.723 21.497 0.115 0.003 -0.693
Si 4.299 1.753 21.709 0.003 -0.266 -0.719
Si 17.491 3.732 21.619 -0.015 0.253 -0.716
Si 4.358 6.927 21.72 -0.272 -0.094 -0.675
Si 17.99 9.676 21.804 -0.173 -0.094 -0.677
Si 3.779 12.012 21.726 0.141 0.051 -0.683
Si 7.214 15.207 21.751 -0.313 -0.061 -0.724
Si 9.296 1.244 21.724 0.212 0.115 -0.766
Si 6.486 4.002 21.7 0.255 0.022 -0.689
Si 9.784 6.988 21.764 -0.187 -0.134 -0.72
Si 6.575 9.198 21.786 0.127 0.193 -0.677
Si 9.768 12.669 21.705 -0.096 -0.27 -0.735
Si 12.115 14.771 21.681 0.118 0.174 -0.718
Si 15.313 1.482 21.657 -0.248 -0.06 -0.733
Si 12.48 4.271 21.755 -0.137 -0.148 -0.766
Si 14.601 6.565 21.667 0.124 0.026 -0.759
Si 11.891 9.304 21.671 0.15 0.059 -0.732
Si 15.238 12.506 21.617 -0.084 -0.138 -0.733
Si 7.971 1.946 27.94 -0.084 -0.003 0.095
Si 10.189 14.418 25.956 0.005 -0.031 0.019
Si 19.49 3.782 26.606 -0.2 -0.052 -0.101
Si 19.08 0.024 23.692 0.044 -0.077 -0.041
Si 17.541 15.513 30.356 -0.006 -0.105 0.037
Si 17.59 7.94 24.466 0.058 0.062 -0.118
Si 8.076 13.457 24.018 0.024 0.014 -0.161
Si 13.639 10.846 23.788 -0.071 -0.054 -0.172
Si 20.725 5.189 29.017 -0.047 -0.022 0.114
Si 18.403 8.603 30.578 0.107 -0.103 0.056
Si 5.561 10.121 26.746 -0.019 -0.064 -0.074
Si 6.458 15.75 27.611 -0.139 -0.002 -0.002
Si 10.81 2.826 24.037 -0.027 -0.029 -0.163
Si 12.779 1.911 28.652 0.08 0.062 -0.06
Si 16.59 3.063 27.565 -0.013 -0.004 0.062
Si 6.179 12.949 26.215 -0.003 0.04 -0.022
Si 14.808 8.071 24.39 -0.123 -0.089 -0.04
Si 11.911 11.759 26.149 -0.074 -0.014 0.068
Si 14.299 8.994 28.636 0.021 -0.107 0.071
Si 11.715 9.594 30.212 0.043 -0.106 0.077
Si 18.503 12.886 28.808 0.04 -0.027 0.078
Si 10.26 8.987 26.207 0.018 -0.07 -0.133
Si 10.491 14.617 28.836 0.037 -0.042 -0.085
Si 15.473 14.347 25.943 -0.02 0.048 -0.069
Si 20.182 13.728 24.306 -0.005 -0.038 -0.081
Si 19.047 5.298 23.842 0.114 0.062 -0.056
Si 18.777 5.826 31.087 0.034 -0.027 0.147
Si 18.825 9.938 26.186 -0.008 0.048 0.04
Si 12.855 7.285 26.467 -0.031 -0.074 0.106
Si 7.581 8.885 24.566 0.084 0.02 0.011
Si 20.105 1.004 27.538 0.031 0.036 -0.032
Si 9.397 5.479 28.884 -0.07 0.072 0.035
Si 10.22 1.184 29.957 -0.11 0.057 0.117
Si 6.783 9.697 30.487 0.045 0 0.056
Si 16.979 10.332 28.691 0.029 0.003 -0.135
Si 21.127 8.265 29.203 -0.037 -0.025 0.064
Si 14.358 6.501 30.325 -0.035 -0.016 0.076
Si 8.966 4.27 26.129 0.053 -0.129 -0.018
Si 11.491 5.812 31.011 -0.009 0.052 0.186
Si 17.455 0.425 26.364 0.068 0.007 -0.036
Si 21.224 12.059 30.298 -0.174 0.054 0.106
Si 12.134 0.604 25.874 -0.014 0.022 0.004
Si 15.637 1.331 29.864 -0.01 0.134 0.123
Si 13.993 4.654 27.953 0.068 0.165 -0.059
Si 13.61 13.307 31.053 -0.007 0.084 0.055
Si 9.259 8.483 29.042 0.026 -0.047 0.16
Si 20.138 0.661 30.418 0.08 0.071 0.076
Si 7.011 3.749 30.032 -0.047 -0.075 0.065
Si 13.291 13.528 28.091 0.006 -0.085 0.029
Si 10.739 12.176 30.612 0.01 0.124 0.039
Si 17.878 12.65 25.795 0.054 0.016 0.015
Si 5.947 14.938 30.423 0.003 -0.006 0.119
Si 7.812 5.934 23.903 0.07 -0.023 -0.202
Si 14.069 15.925 23.897 -0.084 0.009 -0.192
Si 1.364 14.969 5.411 -0.003 -0.003 0.004
Si 4.098 1.358 5.404 0 -0.001 0.003
Si 1.406 4.059 5.464 0.002 0 0.018
Si 4.065 6.772 5.441 0.001 -0.01 0
Si 1.357 9.5 5.442 0.001 -0.005 0.015
Si 4.074 12.275 5.435 -0.01 0.016 0.008
Si 6.801 14.964 5.425 -0.003 0.004 0.011
Si 9.509 1.369 5.42 0.002 -0.002 0.008
Si 6.784 4.064 5.442 0.009 0.008 0.015
Si 9.519 6.796 5.478 -0.002 0.005 0.011
Si 6.82 9.533 5.477 -0.005 -0.003 0.016
Si 9.496 12.259 5.43 -0.01 0.002 -0.004
Si 12.232 14.991 5.448 0.008 0 0.007
Si 14.966 1.328 5.432 0.005 -0.002 0.008
Si 12.24 4.063 5.445 0.008 -0.002 0.007
Si 14.968 6.802 5.447 0.003 0.003 0.003
Si 12.24 9.524 5.478 -0.016 -0.007 0.011
Si 14.947 12.253 5.448 -0.001 -0.004 0.008
Si 2.723 0.01 6.773 0.002 -0.004 -0.003
Si 5.437 2.705 6.803 -0.001 0.005 -0.003
Si 2.737 5.424 6.832 -0.008 0.002 0.001
Si 5.433 8.152 6.792 -0.001 0.007 -0.001
Si 2.724 10.88 6.782 0.006 -0.005 0.003
Si 5.436 13.621 6.8 -0.004 -0.005 -0.004
Si 8.161 0.002 6.788 -0.003 0.002 0.002
Si 10.87 2.715 6.8 -0.001 -0.006 -0.003
Si 8.143 5.431 6.807 -0.001 0 0.001
Si 10.886 8.154 6.828 0.006 0.003 0.003
Si 8.168 10.9 6.824 0.003 -0.004 -0.001
Si 10.873 13.609 6.79 0.002 0.003 -0.004
Si 13.61 16.315 6.816 0.004 -0.002 -0.001
Si 16.323 2.707 6.789 -0.004 0.006 -0.003
Si 13.606 5.431 6.797 -0.002 -0.002 0.006
Si 16.316 8.16 6.816 0.002 -0.002 -0.003
Si 13.59 10.902 6.819 -0.006 0.009 0
Si 16.335 13.602 6.789 0.003 -0.005 -0.003
Si 17.684 1.354 8.154 0.004 0.002 -0.016
Si 4.095 4.068 8.18 0.008 0.01 -0.001
Si 17.678 6.791 8.166 0.004 -0.005 0
Si 4.078 9.518 8.151 -0.008 -0.009 -0.001
Si 17.687 12.237 8.151 -0.006 0.007 -0.002
Si 4.075 14.976 8.152 0 -0.005 0
Si 6.8 1.351 8.159 -0.006 0 -0.003
Si 9.51 4.074 8.162 -0.006 -0.001 -0.008
Si 6.794 6.802 8.164 0.007 -0.005 -0.005
Si 9.529 9.531 8.174 0.01 0.018 -0.004
Si 6.789 12.25 8.164 0 -0.001 -0.002
Si 9.52 14.966 8.155 -0.01 -0.005 -0.011
Si 12.243 1.363 8.16 0.013 0.006 -0.006
Si 14.968 4.073 8.154 0.001 0 0
Si 12.246 6.787 8.168 -0.003 0.004 -0.004
Si 14.956 9.53 8.164 -0.004 -0.003 -0.007
Si 12.229 12.256 8.169 0.005 -0.007 0.002
Si 14.97 14.948 8.164 -0.013 -0.002 -0.003
Si 16.327 16.315 9.521 0.002 -0.007 -0.008
Si 2.72 2.711 9.525 -0.007 0.006 -0.004
Si 16.321 5.431 9.522 -0.005 0.008 -0.003
Si 2.718 8.159 9.516 -0.008 -0.001 -0.008
Si 16.322 10.885 9.518 0.001 -0.001 0.001
Si 2.724 13.602 9.51 0.01 0.002 -0.006
Si 5.436 0.002 9.521 0.002 0.001 -0.007
Si 8.156 2.714 9.522 -0.001 0.002 -0.006
Si 5.446 5.439 9.532 0.001 -0.004 0
Si 8.158 8.167 9.519 -0.003 0.004 -0.007
Si 5.436 10.878 9.516 0 -0.004 0.001
Si 8.158 13.606 9.516 -0.003 0.002 -0.002
Si 10.885 -0.001 9.518 0.008 -0.001 -0.008
Si 13.604 2.721 9.517 -0.008 0.005 -0.003
Si 10.874 5.436 9.52 0.003 -0.006 -0.002
Si 13.6 8.161 9.519 0.004 -0.001 0
Si 10.884 10.888 9.534 -0.002 0.001 0.001
Si 13.603 13.601 9.528 0.002 -0.007 0
Si 17.687 14.954 10.881 -0.002 -0.009 -0.003
Si 4.082 1.358 10.888 0.003 -0.002 -0.001
Si 17.681 4.072 10.883 0.005 0.001 -0.002
Si 4.078 6.801 10.881 0 0.005 -0.002
Si 17.677 9.519 10.873 0 -0.001 -0.003
Si 4.08 12.241 10.873 -0.011 0.002 0.001
Si 6.797 14.961 10.874 -0.006 0.003 -0.002
Si 9.523 1.358 10.875 -0.004 0 -0.002
Si 6.805 4.077 10.888 0.006 0.006 0.003
Si 9.52 6.806 10.878 -0.003 0.003 -0.001
Si 6.798 9.524 10.882 0.001 -0.001 0.005
Si 9.514 12.248 10.882 0.002 -0.003 -0.001
Si 12.242 14.961 10.884 0.008 -0.003 -0.001
Si 14.963 1.358 10.877 -0.003 0.005 -0.002
Si 12.239 4.08 10.874 0.004 0.001 0
Si 14.961 6.8 10.873 0.003 -0.006 -0.001
Si 12.244 9.52 10.884 0.002 0 0.002
Si 14.961 12.237 10.886 -0.006 0.002 0.003
Si 2.725 16.314 12.245 -0.001 0.001 -0.001
Si 5.444 2.718 12.248 -0.005 0.008 0.006
Si 2.723 5.434 12.238 -0.006 0.004 0.002
Si 5.434 8.165 12.242 -0.005 -0.01 0.005
Si 2.717 10.88 12.228 -0.002 -0.006 0
Si 5.444 13.597 12.233 0.009 -0.002 -0.001
Si 8.16 -0.002 12.228 -0.004 -0.007 -0.004
Si 10.88 2.721 12.233 0.004 0.003 0.007
Si 8.16 5.449 12.239 0.003 -0.005 0.004
Si 10.881 8.163 12.243 0.004 0.005 0.005
Si 8.16 10.885 12.243 0.003 0.009 0.006
Si 10.876 13.604 12.243 -0.003 -0.003 -0.001
Si 13.605 -0.001 12.241 -0.001 -0.001 0.007
Si 16.319 2.716 12.243 -0.004 -0.001 0.004
Si 13.595 5.446 12.227 -0.003 0.004 0
Si 16.319 8.158 12.234 -0.001 0 0.003
Si 13.602 10.875 12.248 0.008 -0.004 0.008
Si 16.329 13.593 12.242 0.003 0.008 0.003
Si 17.683 1.356 13.602 -0.006 0 0.006
Si 4.084 4.081 13.606 0.004 -0.001 0.006
Si 17.681 6.798 13.587 0.003 -0.004 0.002
Si 4.075 9.534 13.596 -0.015 0.011 0.005
Si 17.681 12.221 13.603 0.003 0.001 0.003
Si 4.088 14.95 13.598 0.001 -0.004 0.002
Si 6.814 1.355 13.595 0.013 -0.01 -0.002
Si 9.529 4.095 13.589 -0.005 0.004 0.005
Si 6.789 6.801 13.601 0.005 0.01 0.006
Si 9.522 9.526 13.603 -0.001 -0.008 0.007
Si 6.803 12.247 13.603 -0.008 -0.002 0.007
Si 9.508 14.963 13.598 -0.002 0.011 -0.003
Si 12.234 1.358 13.592 0 0.003 0.01
Si 14.947 4.086 13.585 -0.007 0.01 -0.001
Si 12.247 6.802 13.599 0.008 -0.011 0.001
Si 14.96 9.508 13.607 0.001 -0.005 0.01
Si 12.232 12.237 13.599 -0.003 0.007 0.002
Si 14.974 14.959 13.597 0.005 -0.01 0.002
Si 16.333 16.313 14.969 0.003 -0.002 0.001
Si 2.723 2.718 14.961 -0.003 -0.001 -0.006
Si 16.305 5.451 14.939 0.003 -0.001 0.003
Si 2.718 8.161 14.944 0.004 0 -0.003
Si 16.324 10.856 14.97 0.001 -0.005 0
Si 2.735 13.575 14.951 -0.004 0 0.004
Si 5.462 16.304 14.95 0.002 0 0.001
Si 8.173 2.734 14.94 -0.001 0 -0.001
Si 5.438 5.441 14.977 -0.01 -0.001 0.003
Si 8.149 8.168 14.95 -0.008 0.001 -0.001
Si 5.436 10.897 14.958 0.001 -0.004 -0.003
Si 8.16 13.605 14.972 0.001 -0.001 -0.004
Si 10.858 0.01 14.951 0.001 -0.009 0.001
Si 13.589 2.726 14.943 -0.002 0.006 0.004
Si 10.889 5.447 14.958 -0.001 0.004 0.001
Si 13.597 8.155 14.977 0.005 0 0.001
Si 10.877 10.883 14.977 0.002 0.003 0.005
Si 13.605 13.596 14.939 0.002 0.001 -0.006
O 18.612 13.505 24.645 -0.515 0.238 -0.073
O 14.877 0.67 22.999 0.28 0.047 0.473
O 9.824 1.993 23.067 -0.22 0.086 0.298
O 9.617 1.521 31.438 -0.21 0.276 -0.219
O 9.023 14.48 24.846 -0.145 0.402 -0.131
O 13.777 2.828 32.652 -0.14 -0.05 -0.183
O 10.884 12.964 25.842 -0.071 -0.059 0.003
O 20.521 4.519 27.584 0.565 -0.165 -0.106
O 11.244 16.247 32.616 0.096 -0.15 -0.472
O 5.391 2.88 22.209 0.097 -0.002 0.394
O 8.478 8.151 32.793 0.156 -0.017 -0.594
O 9.831 11.767 31.87 -0.221 -0.413 -0.138
O 13.569 5.411 22.207 0.076 0.121 0.412
O 11.007 13.657 22.149 0.209 0.133 0.513
O 10.855 8.151 22.227 0.134 0.033 0.657
O 20.759 15.494 30.324 -0.395 -0.464 0.118
O 11.228 15.613 25.674 -0.105 0.043 -0.009
O 20.861 1.373 31.669 0.635 -0.043 -0.347
O 4.962 16.262 27.212 -0.137 -0.293 -0.276
O 9.202 6.252 23.108 0.441 -0.012 0.306
O 17.819 4.933 32.032 -0.593 -0.079 -0.277
O 13.021 11.708 24.986 0.404 0.545 0.221
O 15.117 7.406 22.952 0.509 -0.019 -0.021
O 4.753 13.288 25.556 -0.232 -0.097 0.254
O 13.269 14.737 31.754 0.103 0.355 -0.379
O 18.34 4.192 22.919 0.185 -0.336 0.297
O 19.958 6.617 31.897 0.092 0.381 -0.209
O 4.304 12.843 23.028 0.175 -0.133 0.061
O 14.505 11.875 22.917 -0.06 0.248 0.449
O 19.218 2.873 32.851 0.107 0.052 -0.24
O 9.159 8.926 25.001 0.114 -0.112 -0.179
O 7.133 7.356 24.244 -0.614 0.048 -0.093
O 19.448 4.881 29.968 -0.26 -0.512 -0.041
O 7.103 3.483 31.635 0.421 -0.547 0.049
O 20.245 6.063 23.051 0.383 -0.191 0.142
O 16.582 10.836 32.726 -0.054 0.095 -0.353
O 17.181 9.463 30.015 -0.273 -0.062 0.271
O 11.861 3.644 23.125 0.122 0.079 0.081
O 8.944 12.433 23.103 0.089 -0.657 0.359
O 19.765 8.927 29.771 0.088 0.279 -0.293
O 19.196 13.582 32.719 0.096 0.127 -0.46
O 19.911 12.287 29.369 0.02 0.018 -0.113
O 10.254 15.909 29.747 0.123 -0.352 0.347
O 5.936 8.316 30.363 0.314 -0.445 0.22
O 8.746 6.954 29.007 -0.491 -0.024 -0.088
O 14.159 1.324 29.233 0.048 -0.115 -0.038
O 15.452 10.055 28.227 -0.156 0.217 -0.517
O 18.095 9.846 27.622 -0.001 -0.209 0.072
O 7.321 9.685 23.166 0.159 0.482 0.223
O 13.564 8.469 27.305 0.043 0.423 -0.146
O 6.055 11.627 27.142 0.184 0.148 0.645
O 16.477 2.51 29.105 0.226 0.372 0.383
O 7.021 14.328 23.128 -0.467 0.157 0.131
O 15.349 4.072 27.243 0.268 0.13 -0.339
O 12.693 12.115 27.536 0.168 -0.294 0.15
O 10.828 5.373 29.617 0.386 -0.34 -0.44
O 16.416 2.601 22.131 0.023 0.091 0.451
O 12.216 12.508 31.176 0.033 -0.363 0.354
O 13.544 7.293 25.007 -0.182 -0.159 -0.341
O 5.426 9.057 27.941 0.286 -0.022 -0.05
O 5.391 8.119 22.178 0.068 0.117 0.134
O 11.693 1.835 29.842 0.134 0.422 0.363
O 7.246 12.565 25.064 0.212 -0.484 0.124
O 20.834 6.767 28.755 -0.163 0.138 -0.375
O 15.209 6.354 31.698 0.38 -0.205 -0.046
O 8.158 3.024 26.755 -0.415 0.032 -0.413
O 17.963 7.049 30.422 -0.526 -0.145 -0.064
O 8.377 4.481 29.609 0.234 0.052 -0.095
O 8.225 9.459 29.807 0.223 0.225 0.085
O 16.275 16.178 29.604 -0.15 -0.399 -0.593
O 13.592 0.335 25.251 0.382 0.135 0.599
O 13.207 5.845 27.153 -0.016 -0.033 0.054
O 20.761 11.735 31.815 -0.174 -0.717 0.025
O 12.453 10.131 22.954 -0.404 -0.1 0.132
O 18.614 13.011 27.197 0.233 0.097 -0.09
O 16.302 12.964 25.86 -0.227 -0.343 0.086
O 12.048 14.516 28.403 0.231 0.469 -0.21
O 15.629 1.507 31.481 0.298 0.085 -0.127
O 19.054 10.852 22.244 -0.154 0.17 0.397
O 14.07 13.374 29.504 0.446 -0.125 -0.206
O 17.509 8.899 23.155 -0.364 0.117 0.159
O 12.82 15.372 23.026 -0.231 0.126 0.256
O 9.371 9.036 27.543 -0.287 0.242 -0.202
O 17.148 14.985 31.841 -0.423 -0.127 -0.1
O 17.253 11.881 29.066 -0.549 0.291 0.19
O 16.481 15.481 26.483 0.099 -0.145 0.257
O 18.034 11.096 25.389 -0.32 -0.027 -0.565
O 14.908 7.739 29.452 0.467 -0.092 0.043
O 16.17 7.917 25.243 -0.113 -0.218 0.766
O 10.894 10.884 29.683 -0.353 -0.05 -0.737
O 18.186 0.498 24.932 0.136 0.34 -0.203
O 5.686 5.38 32.765 0.164 -0.022 -0.247
O 14.243 14.18 26.972 -0.299 0.316 0.223
O 20.297 15.32 24.036 0.423 0.136 0.22
O 13.851 8.225 32.837 0.262 0.185 -0.005
O 7.961 5.245 25.346 -0.272 0.294 0.394
O 8.316 13.579 32.823 0.101 0.054 -0.202
O 6.747 15.595 29.198 0.512 0.242 0.117
O 17.929 6.414 24.129 -0.564 -0.093 0.143
O 14.577 9.659 24.314 0.372 0.307 0.292
O 8.241 0.087 22.195 -0.156 -0.039 0.276
O 13.185 9.67 29.578 0.205 0.486 0.089
O 10.746 8.399 29.712 0.195 -0.442 0.077
O 18.568 0.418 30.639 -0.091 0.342 -0.067
O 12.961 3.427 28.13 -0.285 0.081 -0.301
O 6.906 2.428 29.083 -0.312 -0.208 -0.079
O 7.495 0.594 27.183 0.184 -0.082 -0.645
O 12.254 1.002 27.424 -0.029 -0.069 0.075
O 16.567 1.76 26.594 -0.49 0.037 -0.416
O 11.87 9.614 31.82 -0.223 0 -0.011
O 6.96 4.916 22.971 0.026 0.086 0.125
O 16.337 13.633 22.092 0.135 0 0.275
O 18.646 0.287 27.468 -0.1 -0.381 0.427
O 14.98 14.708 24.441 0.166 -0.491 -0.432
O 14.792 12.56 31.848 0.268 0.137 -0.575
O 18.156 14.305 29.485 -0.069 0.004 -0.028
O 20.383 10.319 26.183 0.001 0.243 -0.091
O 19.536 4.543 25.181 0.167 0.033 0.014
O 10.384 6.574 31.904 0.057 -0.006 -0.237
O 9.654 5.075 27.344 0.47 0.342 -0.172
O 9.365 1.78 28.73 0.109 0.128 -0.348
O 18.558 9.066 32.117 0.557 0.012 -0.047
O 11.985 4.507 31.819 0.028 -0.454 -0.296
O 18.72 8.515 25.45 0.45 -0.543 0.001
O 6.675 14.289 26.967 0.155 -0.162 0.337
O 9.619 14.614 27.47 -0.436 0.04 0.083
O 20.046 2.252 26.503 0.24 -0.046 -0.498
O 19.778 1.314 23.032 -0.269 0.352 0.321
O 12.787 6.734 30.7 -0.056 0.28 -0.016
O 18.073 15.608 22.68 -0.064 0.404 0.09
O 5.863 13.35 30.28 0.422 -0.308 -0.342
O 5.74 4.674 29.732 0.082 0.11 0.361
O 6.947 10.112 32.028 -0.32 0.416 -0.049
O 5.873 10.861 29.825 0.058 0.183 -0.262
O 6.649 15.352 31.811 -0.143 0.721 -0.002
O 11.282 7.697 26.272 -0.09 -0.23 0.064
O 14.46 5.169 29.421 0.421 -0.28 -0.023
O 20.347 1.516 29.062 0.406 0.578 0.04
O 17.998 3.814 27.262 0.075 0.379 -0.037
O 10.081 13.36 29.758 -0.332 -0.148 -0.058
O 10.029 3.838 25.004 0.275 0.117 0.051
O 6.608 9.506 25.686 0.051 0.141 0.301
O 11.543 1.812 25.017 0.001 0.003 0.083
O 11.144 10.342 26.156 -0.021 0.06 -0.105

Results
total energy: -101657.274 eV
total energy less fixed offsets of O -438.35, Si -107.03 eV per atom: -4.074 eV
